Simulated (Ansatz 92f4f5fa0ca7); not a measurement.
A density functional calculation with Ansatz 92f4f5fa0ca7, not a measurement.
Periodic cell of 228 atoms, Si140O88, from a study of silicon, its oxide and their interface. The atomic structure is a simulated model.
This geometry differs little from another in the collection (a relaxation step or a small displacement).

Settings: functional r2SCAN; potential files Ansatz PAW; basis plane waves; wave-function cutoff 800 eV; density cutoff ratio 5; exchange-correlation grid ratio 1; k mesh 1 x 1 x 1, shifted by 0.5 0.5 0 of a step; self-consistency stop 1e-10 eV per atom in the density residual; occupations fixed; spin none; net charge 0.

Cell vectors (angstrom)
a  10.887  0  0
b  0  10.887  0
c  0  0  32.788

Atoms and the computed forces on them: element, x, y, z (angstrom), force x, y, z (eV/angstrom)
Si  1.1385  4.6215  -8.4059  -0.0016  -0.0004  -0.0037
Si  5.2407  2.6559  3.1258  -0.0003  -0.0002  -0.0007
Si  -7.2957  3.4967  1.6471  0.0009  0.0008  -0.0054
Si  0.0678  8.7444  -7.4251  -0.0004  0  0.002
Si  8.8794  -1.7792  1.422  -0.0012  -0.0003  -0.0029
Si  2.5607  2.9024  -16.6677  -0.0107  -0.0033  -0.0057
Si  0.5197  10.1001  -1.8985  0  0.0041  0.0036
Si  4.4042  8.3563  -5.9692  -0.0041  -0.0009  0
Si  0.0942  2.812  2.5899  -0.0017  -0.0004  -0.002
Si  -9.584  1.3984  -1.3267  -0.0021  0  0.005
Si  2.7361  5.3849  2.8025  0.0001  -0.0001  -0.0006
Si  5.5219  8.3183  2.874  -0.0024  -0.0011  0.0006
Si  8.487  -1.0264  -0.8077  0.0045  -0.0014  0.0064
Si  12.6809  1.8855  1.1924  0.0003  -0.0012  0
Si  10.1942  4.7254  1.4347  0.0001  0.0007  0.0004
Si  19.0131  7.6877  -10.9274  0.0021  -0.0003  -0.0082
Si  -3.6568  7.3198  1.6342  0.0007  0.0002  0.0002
Si  2.755  0.1037  2.5268  -0.0013  -0.0004  -0.0006
Si  1.0423  6.3999  1.5914  -0.0006  -0.0015  -0.0013
Si  -0.1019  8.2001  2.6146  0.0002  -0.0005  0
Si  3.7349  7.5348  -3.287  -0.0025  0.0016  0.0048
Si  8.0565  0.0349  2.7363  0.0017  -0.0003  -0.0015
Si  4.725  10.0842  1.517  0.0006  -0.0005  -0.0015
Si  8.2898  5.5071  2.6943  -0.0018  0.0021  0.0004
Si  1.3697  4.0417  4.164  0.0006  0.0004  -0.0008
Si  3.922  1.2303  4.3105  -0.0012  -0.0001  0.0001
Si  1.3526  9.5871  3.8887  -0.0001  0.0007  -0.0011
Si  4.1146  6.837  4.0683  -0.0004  0.0003  -0.0011
Si  6.8318  4.131  4.0581  0.0009  -0.0005  -0.0019
Si  9.5549  1.4181  3.9399  0.0006  -0.0001  0
Si  6.8422  9.6004  4.2721  0  -0.0004  -0.001
Si  9.5662  6.8361  4.1478  -0.0003  0.0008  -0.0006
Si  0.0133  0.0371  5.3465  -0.0008  0.0003  -0.0013
Si  2.6429  2.6951  5.5707  -0.0001  0.0002  -0.0009
Si  0.0188  5.4362  5.474  -0.0005  -0.0008  0.0002
Si  2.6764  8.1988  5.3597  0.0008  -0.0005  -0.0007
Si  5.3998  -0.0439  5.5876  0.0003  0.0012  -0.0008
Si  8.18  2.7229  5.3947  0.0003  0.0001  0
Si  5.4794  5.4779  5.4451  -0.0006  0.0006  -0.0007
Si  8.2024  8.1754  5.5121  0.0011  -0.0019  -0.0001
Si  1.291  1.3442  6.865  -0.0007  -0.0012  0.001
Si  4.0797  4.0879  6.7923  -0.0005  -0.0006  0.0007
Si  1.3711  6.819  6.782  -0.0006  -0.0016  0.0005
Si  4.0342  9.4642  6.8526  -0.0001  -0.0004  0.0002
Si  6.8029  1.3673  6.8036  -0.0008  -0.0006  -0.0001
Si  9.5201  4.081  6.8019  -0.0005  -0.0013  -0.0004
Si  6.82  6.8183  6.8385  -0.0007  -0.0012  0
Si  9.5669  9.5573  6.7798  -0.0002  -0.0002  0.0012
Si  -0.0523  2.7192  8.2077  -0.0004  -0.0013  0.0002
Si  2.7114  -0.0023  8.1803  -0.0009  -0.0016  -0.001
Si  -0.0139  8.1514  8.1392  -0.0012  -0.0011  -0.0008
Si  2.7247  5.4572  8.1602  -0.0003  -0.0002  0.0001
Si  5.415  2.7039  8.1399  -0.0003  -0.0014  -0.0011
Si  8.1527  -0.0298  8.1519  -0.0001  0.0009  -0.0004
Si  5.4148  8.1119  8.2041  -0.001  -0.0006  -0.0003
Si  8.1886  5.455  8.1749  0.0003  -0.0008  -0.0009
Si  1.3423  4.1105  9.5299  -0.0003  0.0005  0.0001
Si  4.0912  1.3444  9.5715  0.0001  -0.0008  -0.0008
Si  1.3555  9.4886  9.4504  -0.0008  -0.0004  0.0002
Si  4.0887  6.7487  9.5778  -0.0006  0.0011  -0.0009
Si  6.7827  4.0663  9.4173  -0.0002  -0.0008  0.0005
Si  9.4782  1.3269  9.5212  0.0007  -0.0003  -0.0013
Si  6.7928  9.4714  9.5373  0.0007  0.0007  -0.0002
Si  9.5331  6.8191  9.5858  0  -0.0019  -0.0011
Si  0.0022  -0.0722  10.7869  -0.0012  0.0009  -0.0001
Si  2.7098  2.7613  10.8895  -0.0012  -0.0005  0.0003
Si  0.0108  5.4553  10.9669  -0.002  -0.001  0.0016
Si  2.6877  8.1697  10.8301  0.002  -0.0023  -0.0017
Si  5.4582  -0.0762  10.9296  -0.0024  -0.0018  -0.0006
Si  8.0533  2.6994  10.7756  0.0011  -0.0028  0.0005
Si  5.4894  5.3364  10.8611  -0.0006  -0.0003  -0.0014
Si  8.1238  8.1353  10.9794  -0.0011  0.0002  -0.0003
Si  1.3148  1.3318  12.1169  0.0017  -0.0004  -0.0015
Si  4.136  4.0417  12.2874  -0.0005  -0.0009  0.0012
Si  1.4249  6.8659  12.3059  -0.0019  -0.0017  -0.0021
Si  4.0198  9.4648  12.256  -0.0014  0.0019  -0.0003
Si  6.8317  1.3172  12.2389  -0.0007  0.0003  -0.0013
Si  9.3933  4.0253  12.1303  0.0027  0.0044  0.0006
Si  6.7877  6.6474  12.3095  -0.0004  0.002  0.0004
Si  9.5471  9.5523  12.2482  -0.0004  -0.003  -0.0011
Si  2.1212  -3.4593  23.325  -0.0012  0  -0.0056
Si  -13.6754  -5.6885  13.714  -0.0009  -0.0038  0.0004
Si  0.4589  5.3745  16.0396  0.0064  0.0029  0.0012
Si  13.7008  -5.665  15.7212  0.0082  0.0052  -0.0026
Si  5.3886  2.5149  13.6419  -0.0025  -0.0008  0.0009
Si  11.2564  -7.9197  15.3245  0.0038  -0.0039  0.0028
Si  4.9737  7.6405  13.4422  -0.0004  -0.0008  0.0057
Si  9.7348  6.5443  14.7223  -0.0021  -0.0008  -0.0042
Si  10.3931  4.2638  20.01  0.0007  -0.0034  -0.0078
Si  0.0137  -2.6348  13.6379  0.004  -0.0003  0.0019
Si  -10.9227  0.8804  16.3894  -0.0016  -0.0062  0.0075
Si  3.2533  5.8873  13.4857  -0.0034  -0.0017  0.0016
Si  6.8949  3.4744  15.1299  0.0019  0.0016  0.0005
Si  17.2138  -0.0752  17.8789  0.0021  -0.0046  -0.0064
Si  3.958  12.1169  15.0716  0.0012  0  -0.0017
Si  1.193  9.8448  15.0161  -0.0034  -0.0001  0.0011
Si  -2.1885  0.5009  13.4689  -0.0008  0.0011  0.0029
Si  8.5593  0.8343  15.8295  0.0021  -0.0007  -0.003
Si  -10.8298  7.7006  18.0686  0.0024  0.0069  0.0026
Si  -2.3828  7.2847  16.4994  -0.0062  0.0009  0.0008
Si  5.9763  -7.8095  17.9871  0.0025  0.0002  -0.0034
Si  5.6063  -7.7511  22.6798  -0.0002  -0.0007  -0.0062
Si  3.6842  12.1274  27.5171  -0.0022  -0.0001  0.0037
Si  3.0413  2.6515  29.28  -0.0008  0.0011  0.0068
Si  1.3371  -14.4139  31.534  -0.0021  0.0016  0.0065
Si  -1.3069  1.4997  27.128  0.0013  -0.0002  0.0023
Si  18.1257  -5.4437  23.4508  0.0011  0.0004  -0.0032
Si  -17.254  -22.4361  16.4822  0.0003  0.0021  0.0015
Si  -8.5031  1.9138  20.6748  -0.0038  0.0003  -0.0081
Si  -7.1355  3.2563  25.2104  -0.0027  -0.0002  0.0017
Si  25.755  6.9121  16.8721  0.0037  -0.0011  0.0056
Si  1.0131  21.1936  27.8104  0.0007  -0.0002  0.0077
Si  4.858  0.4244  21.9075  0.0012  -0.0004  -0.0062
Si  31.3016  16.8523  25.5436  -0.0004  -0.0018  -0.0008
Si  16.4112  8.1947  15.6615  0.0085  -0.0028  -0.0002
Si  5.5723  20.2188  31.3995  0.0011  -0.0002  0.0047
Si  -8.3425  8.8541  16.7073  0.0013  0.0037  -0.0025
Si  5.4337  -26.9245  25.8398  -0.0019  0.003  0.0023
Si  -4.0554  -10.3115  28.0855  0.0011  0.0055  0.0069
Si  16.9014  13.8318  32.9241  -0.0034  -0.0031  0.0021
Si  15.0341  -17.5328  20.1793  0.0023  0.0019  -0.0082
Si  7.1612  16.6696  27.4114  -0.0001  0.0002  0.0037
Si  11.0655  -25.6781  21.0469  0.0021  -0.0014  -0.0065
Si  -17.2447  31.0614  24.0521  -0.0032  -0.0013  -0.0005
Si  -4.2272  8.6353  27.2789  0.0047  0.0024  0.0034
Si  6.2412  12.024  34.4688  -0.0021  0.0012  -0.0002
Si  16.1759  4.9299  29.527  0.0016  0  0.0069
Si  -0.992  5.3858  31.2173  0.0012  0.002  0.0033
Si  0.057  3.2038  29.3377  0.0005  0  0.0072
Si  7.7615  5.2064  18.6765  -0.0004  0.001  -0.0043
Si  -14.7336  9.4485  24.284  0.0039  0.0019  -0.0009
Si  -4.1806  1.0417  30.9255  0.0007  0.0013  0.0048
Si  20.2942  -10.3702  24.3754  0.0021  0.0019  -0.0019
Si  6.9638  5.5124  32.05  0.0007  -0.0001  0.0042
Si  -8.2524  0.0322  13.5427  0.0004  -0.0029  0.0002
Si  10.4076  2.2835  13.2677  -0.0011  0  0.0021
Si  -5.9152  6.7278  19.0292  -0.0006  -0.0035  -0.0077
Si  22.8692  2.2601  18.0166  -0.0073  0.0022  -0.0082
Si  10.8144  2.4479  22.3662  -0.0013  0.002  -0.0056
Si  6.3503  -1.548  19.9025  -0.0031  -0.0018  -0.0046
O  -5.1338  5.2944  -1.7667  -0.0016  0.001  -0.0054
O  16.8735  6.0002  -8.4624  0.001  0.0002  -0.0013
O  -4.9596  3.6947  -16.3209  0.0002  -0.0009  0.002
O  34.4687  1.4407  -13.5488  0.0041  0.0007  0.0041
O  -9.664  -13.5054  -8.4298  0.0006  0.0012  0.0001
O  -17.0034  9.3751  0.0194  0.0006  0.0001  -0.0038
O  -16.0389  -11.5516  -11.6725  0.0005  0.0013  0.0024
O  12.177  -13.0635  -15.0126  -0.0055  -0.0085  0.0073
O  9.503  -24.4716  -15.3372  0.001  0.0011  0.0032
O  16.3904  10.8491  -1.9608  0.0001  0.0015  -0.0013
O  -11.617  -17.2571  -0.2187  0.0006  -0.0006  -0.0017
O  -2.9108  22.9604  -5.6647  0  -0.0012  -0.001
O  29.0212  1.3056  -3.3363  -0.0005  -0.001  -0.0059
O  -33.27  -17.2132  -2.8969  0.0009  -0.0012  -0.0026
O  16.7843  34.2524  -10.4591  -0.0005  0.0029  0.0016
O  10.2512  -11.72  24.7183  -0.0015  0.001  -0.0007
O  20.9054  -8.1368  28.0735  -0.0004  -0.001  -0.003
O  22.9732  8.9489  31.8166  0.0006  0.0002  -0.0022
O  -14.6964  4.1923  33.0198  -0.0003  0.002  -0.0019
O  -16.5242  -31.9364  27.7111  0.0006  -0.0018  -0.0014
O  3.7449  23.6414  26.018  0.0005  0.0019  -0.0023
O  -6.5771  17.7675  26.1187  0.002  -0.0007  -0.0003
O  -3.7085  8.9848  31.4766  -0.0026  -0.0004  -0.0032
O  -3.2612  -2.3875  20.529  0.0005  0.0007  0.004
O  7.8379  21.7978  24.2728  0.0002  -0.0001  -0.0001
O  -3.7723  -2.8112  16.1614  -0.0013  -0.0026  -0.0028
O  -16.5952  -35.2936  19.5368  0.002  0.0034  0.0028
O  4.6771  3.6511  18.7591  -0.0033  0.0012  0.0055
O  26.2145  6.1871  28.9666  0.0007  0.0009  -0.0033
O  -10.5329  3.6604  23.3466  0.0023  0.0019  0.0023
O  2.4361  11.0553  27.526  0  -0.0011  -0.0014
O  -2.5574  16.6611  31.2302  0.0003  0.001  -0.0019
O  11.8856  9.8148  29.3577  0.0008  0.0005  -0.0082
O  -1.8076  16.0334  19.6046  -0.0009  -0.0005  0.0004
O  37.4588  -2.554  30.4179  -0.0003  0.0007  -0.0014
O  15.2443  3.1285  23.7156  0.0014  0.0003  0.0003
O  4.015  9.4095  25.6187  0.0007  0.0031  -0.0008
O  -13.8827  0.5121  31.9116  -0.0034  0.0053  -0.0051
O  0.3299  -15.5863  17.5048  0.0039  -0.0047  -0.0023
O  -14.5064  7.3071  27.9965  -0.0016  0.0016  -0.0033
O  -19.3603  18.0357  30.3448  0.0031  0  -0.0046
O  -9.6022  -9.1615  21.833  0.0019  0.0017  0.0026
O  14.3165  8.39  28.1402  0.004  0.0014  -0.0052
O  10.9893  13.0689  30.6218  -0.0033  0.0014  -0.0055
O  -15.1612  6.7766  32.9852  -0.0003  0.0011  -0.0024
O  12.6728  17.5363  32.9102  0.0006  0.0021  -0.0022
O  15.581  -17.4699  26.0026  -0.0006  0.0022  -0.0005
O  6.9461  -7.0279  23.2304  0.0006  0.0006  0.0005
O  20.6656  -9.2572  25.5217  -0.0003  0.0006  -0.001
O  47.5326  -15.9279  19.9992  0.0006  -0.0054  0.0028
O  8.1498  16.7614  17.2573  -0.001  0.0038  -0.001
O  32.7016  26.944  25.4386  0.0004  0.0008  -0.0005
O  0.2114  14.3703  18.7422  -0.0023  0.003  0.0079
O  1.6209  -7.4861  28.8886  -0.0008  -0.0001  -0.0015
O  17.3456  -15.7339  19.1607  0.0022  -0.0017  0.0024
O  6.1344  2.4532  31.3913  0.0021  -0.0019  -0.0002
O  10.5714  -21.4368  27.66  -0.0004  0.0007  -0.0018
O  -2.8963  -19.3834  15.7219  -0.0011  -0.0012  -0.0015
O  -14.1358  32.6435  16.8854  0.0011  -0.0021  0.0015
O  -11.8894  -3.3407  25.6132  0  0.0008  0
O  11.682  -12.6801  26.7715  0.0001  0.0007  -0.0037
O  -14.4594  6.2821  22.0636  -0.0001  -0.0011  0.0033
O  7.8275  8.5733  23.1744  -0.0021  0.0024  0.0028
O  17.9838  9.8726  28.2215  -0.0025  -0.0012  -0.0045
O  36.8193  -0.2577  23.2014  0.0011  -0.0009  0.0021
O  46.3132  25.2705  20.5572  0.0004  -0.0022  0.0021
O  24.47  45.3553  30.6625  0.004  0.0002  -0.0058
O  14.5861  -9.8468  20.9755  0.0024  -0.0009  0.0028
O  -0.997  -9.5999  23.0249  -0.0006  -0.0009  0.003
O  4.5135  25.3626  33.0605  0.0016  0  0.0001
O  -19.7978  16.7314  23.7012  0.0005  0.0002  0.0015
O  -14.4196  25.4227  18.5953  0  0.0012  0.0011
O  32.6301  -3.1463  19.6561  0.002  -0.0024  -0.0006
O  13.1087  -7.1492  25.1737  0.0027  0.0004  0.0003
O  6.001  1.4899  18.2443  -0.0023  0.0023  0.0006
O  -11.0038  -4.1374  31.1603  -0.0008  -0.0008  -0.0023
O  -2.252  -5.2522  24.2309  -0.0008  0.0002  -0.0002
O  34.1288  7.5598  21.8405  0.0006  0.0002  0.0027
O  25.4163  -24.615  23.3825  0.0006  0.0013  0.0002
O  29.0623  30.5906  25.7756  -0.0005  -0.0005  -0.0022
O  -21.3557  -27.2634  20.7438  0.0015  0.0026  0.0024
O  -0.8544  -7.7716  21.104  0.0008  -0.0002  0.0026
O  4.27  -28.9805  29.5303  0.0012  0.0014  -0.0033
O  -2.234  5.4513  26.8259  0.0008  0.0008  0.0001
O  -16.5644  -6.9366  21.3483  -0.0002  -0.0001  0.0034
O  6.6199  -17.0078  28.5866  0  0.0031  -0.0042
O  -11.9914  -1.0043  30.9932  0.0018  -0.0021  -0.0026
O  9.7036  -3.5597  21.8647  -0.0038  0.0008  0.0036

Results
free energy: -139731.928 eV
free energy less fixed offsets of O -570.45, Si -639.56 eV per atom: 6.072 eV

The program warned: the cutoff lies below the one the program advises for these potential files; the forces do not sum to zero within the program's tolerance; empty levels may hold ghost states of the PAW files; the exchange-correlation potential is rough where the density is thin.
